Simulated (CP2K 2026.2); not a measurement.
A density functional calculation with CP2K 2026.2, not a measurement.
Periodic cell of 534 atoms, Si358O176, from a study of silicon, its oxide and their interface. The atomic structure is a simulated model.
Doubt: the forces sum to 1.90 eV/angstrom along one axis rather than to zero, so they err by at least 0.0036 eV/angstrom per atom on average; the grid cutoff is modest.

Settings
functional: PBE
method: Gaussian and plane waves
basis set: DZVP-MOLOPT-SR-GTH
pseudopotentials: GTH-PBE
grid cutoff: 350 Ry, relative cutoff 50 Ry
k points: Gamma only
occupations: fixed
spin: none
net charge: 0

Cell vectors (angstrom)
a 16.4025 0 0
b 0 16.4025 0
c 0 0 35.6213

Atoms and the computed forces on them: element, x, y, z (angstrom), force x, y, z (eV/angstrom)
Si 16.182 0.048 35.577 -0.041 0.192 0.238
Si 3.355 2.161 35.603 0.218 -0.314 0.126
Si 0.024 5.269 0.158 -0.119 -0.026 0.013
Si 2.512 8.513 35.551 0.087 -0.121 -0.062
Si 15.751 11.621 35.543 -0.114 0.224 0.074
Si 3.11 13.616 0.063 -0.11 -0.103 0.182
Si 5.566 0.004 0.386 -0.047 0.014 -0.047
Si 7.913 2.873 0.134 -0.009 -0.102 -0.016
Si 5.848 5.174 0.19 -0.016 -0.084 -0.156
Si 8.4 7.891 35.534 -0.071 -0.118 0.154
Si 5.153 11.228 35.486 0.064 0.09 0.016
Si 7.942 14.408 35.448 0.03 0.17 -0.008
Si 11.375 15.979 0.203 0.091 -0.126 0.043
Si 13.988 2.307 0.083 0.003 0.054 0.216
Si 10.626 5.681 35.545 0.059 0.104 0.02
Si 13.313 8.458 0.014 0.145 0.09 -0.108
Si 11.171 10.782 35.398 0.004 0.146 -0.122
Si 13.571 13.789 0.424 -0.198 0.074 -0.218
Si 1.481 1.242 1.248 -0.092 -0.057 -0.305
Si 4.196 3.963 1.379 0.024 0.042 -0.192
Si 1.384 6.85 1.292 -0.018 0.035 -0.141
Si 3.997 9.742 1.312 -0.028 -0.15 -0.039
Si 1.269 12.462 1.224 0.161 0.033 -0.347
Si 4.2 14.977 1.62 -0.027 -0.03 -0.29
Si 6.894 1.405 1.66 0.045 0.022 -0.278
Si 9.578 4.072 1.325 -0.083 0.068 -0.184
Si 6.932 6.822 1.442 -0.024 -0.018 -0.23
Si 9.559 9.598 1.144 0.063 -0.154 -0.194
Si 6.905 12.43 1.046 -0.248 0.123 -0.205
Si 9.57 15.057 1.458 0.118 0.052 -0.119
Si 12.4 1.265 1.473 0.121 -0.005 -0.267
Si 14.975 4.007 1.462 0.036 -0.118 -0.298
Si 12.186 6.852 1.333 -0.007 -0.067 -0.194
Si 14.953 9.703 1.233 -0.105 0.035 -0.163
Si 12.153 12.266 1.431 0.011 -0.078 -0.195
Si 15.058 15.126 1.587 0.006 0.089 -0.319
Si 0.089 2.683 2.715 0.175 -0.121 -0.082
Si 2.716 16.343 2.808 -0.103 0.036 0.068
Si 16.367 8.257 2.611 -0.075 0.037 -0.079
Si 2.777 5.46 2.654 0.101 -0.085 -0.094
Si 0.044 13.718 2.796 0.071 -0.005 0.2
Si 2.62 11.034 2.682 -0.074 0.147 0.024
Si 5.476 2.729 2.924 -0.084 0.136 0.164
Si 8.312 0.03 2.883 0.071 0.067 0.118
Si 5.433 8.264 2.614 -0.038 -0.016 -0.024
Si 8.255 5.43 2.796 -0.034 -0.035 0.163
Si 5.621 13.59 2.773 0.076 -0.033 0.005
Si 8.185 10.984 2.52 -0.018 -0.01 -0.154
Si 10.97 2.723 2.705 0.027 -0.011 -0.082
Si 13.686 0.007 2.938 0.023 0.039 0.212
Si 10.863 8.252 2.696 0.025 0.031 -0.017
Si 13.587 5.46 2.702 -0.043 0.048 -0.053
Si 10.815 13.595 2.812 -0.107 -0.039 0.131
Si 13.604 10.941 2.747 0.004 -0.127 0.143
Si 1.418 4.108 4.067 -0.129 -0.01 0.04
Si 4.071 1.327 4.185 0.011 0.091 -0.046
Si 1.317 9.595 4.043 0.058 -0.053 0.029
Si 4.128 6.853 4.019 -0.039 -0.015 0.074
Si 1.381 15.024 4.218 0.003 0.013 -0.059
Si 4.103 12.294 4.083 0.013 0.01 -0.063
Si 6.864 4.127 4.21 -0.009 -0.037 -0.124
Si 9.651 1.421 4.187 -0.08 -0.098 0.014
Si 6.829 9.616 3.969 -0.08 0.036 0.011
Si 9.573 6.861 4.127 -0.016 -0.035 -0.084
Si 6.892 15.026 4.164 0.068 -0.121 -0.039
Si 9.47 12.212 4.119 0.149 0.164 -0.033
Si 12.283 4.101 4.107 0.025 0.025 0.058
Si 15.117 1.388 4.19 -0.094 -0.018 -0.073
Si 12.268 9.548 4.114 0.029 0.057 -0.126
Si 15.005 6.857 4.004 0.065 0.057 0.052
Si 12.26 14.976 4.164 -0.011 0.071 -0.079
Si 15.021 12.314 4.098 0.005 -0.07 -0.112
Si 0.004 16.393 10.933 0.008 0.03 0.003
Si 2.752 2.751 10.945 0.006 -0.032 -0.013
Si 0.015 5.486 10.943 0.006 -0.031 -0.004
Si 2.729 8.195 10.947 -0.011 0.015 -0.015
Si 0.005 10.907 10.949 0.009 -0.005 -0.004
Si 2.742 13.643 10.957 -0.001 -0.01 0.014
Si 5.472 16.388 10.963 0.015 0.02 0.004
Si 8.195 2.739 10.944 0.014 0.019 0
Si 5.467 5.483 10.955 -0.032 -0.014 0.005
Si 8.194 8.205 10.962 0.018 -0.011 0.005
Si 5.471 10.921 10.963 -0.003 -0.024 0.009
Si 8.194 13.646 10.953 -0.024 0.032 0.004
Si 10.922 16.38 10.934 0.011 -0.007 -0.005
Si 13.665 2.741 10.936 -0.029 -0.005 -0.004
Si 10.935 5.475 10.959 0.005 -0.014 0.01
Si 13.673 8.203 10.948 -0.001 -0.015 0.004
Si 10.916 10.912 10.948 0.012 0.028 -0.003
Si 13.656 13.636 10.938 0.022 0.032 0
Si 1.388 1.356 12.282 -0.006 0.016 -0.017
Si 4.106 4.119 12.331 0.016 -0.016 0.013
Si 1.372 6.84 12.334 0.03 0.005 0.006
Si 4.104 9.547 12.313 -0.009 0.01 -0.034
Si 1.379 12.267 12.317 -0.035 0.019 0.001
Si 4.118 15.001 12.333 -0.034 0.014 0
Si 6.838 1.364 12.321 -0.031 -0.03 0.002
Si 9.56 4.103 12.317 -0.032 -0.041 -0.005
Si 6.834 6.843 12.337 0.014 0.001 0.002
Si 9.547 9.573 12.339 -0.006 -0.042 0.002
Si 6.843 12.281 12.335 0.016 0.045 0.005
Si 9.561 15.01 12.309 0.034 0.036 0.008
Si 12.285 1.359 12.275 0.033 0.01 -0.02
Si 15.034 4.12 12.282 0.021 0.013 -0.004
Si 12.298 6.856 12.323 0.023 -0.011 0.003
Si 15.044 9.549 12.333 -0.006 0.036 0.002
Si 12.286 12.269 12.31 -0.043 -0.039 -0.002
Si 15.024 15.017 12.282 0.006 -0.025 0.013
Si 0.001 2.731 13.602 0.05 -0.055 -0.006
Si 2.742 16.39 13.666 -0.006 0.023 0.037
Si 0.001 8.184 13.723 -0.025 0.014 0.038
Si 2.75 5.494 13.712 -0.029 -0.006 0.012
Si 16.393 13.65 13.644 0.046 0.003 0.006
Si 2.75 10.896 13.69 0.037 -0.047 -0.019
Si 5.48 2.745 13.69 0.015 0.002 -0.018
Si 8.208 16.384 13.678 -0.038 0.023 0.004
Si 5.469 8.216 13.703 -0.068 -0.01 0.006
Si 8.21 5.478 13.702 0.021 -0.018 0.006
Si 5.479 13.624 13.717 -0.004 0.002 0.016
Si 8.192 10.932 13.736 0.009 -0.029 0.041
Si 10.92 2.704 13.652 0.013 -0.004 0.031
Si 13.629 16.376 13.625 -0.075 0.073 0.003
Si 10.924 8.219 13.701 -0.03 0.061 -0.006
Si 13.685 5.491 13.665 -0.031 -0.049 0.008
Si 10.893 13.61 13.675 0.069 0.042 0.009
Si 13.66 10.915 13.683 0.036 0.001 -0.018
Si 1.321 4.104 14.99 0.017 -0.017 0.01
Si 4.104 1.37 15.033 -0.039 -0.03 -0.03
Si 1.408 9.532 15.078 0.092 0.06 0.038
Si 4.143 6.851 15.099 0.088 0.066 0.017
Si 1.358 15.01 15.009 -0.022 0.003 0.022
Si 4.122 12.223 15.082 -0.101 0.011 0.016
Si 6.86 4.098 15.075 -0.132 -0.044 0.031
Si 9.571 1.339 15.058 0.028 0.069 0.012
Si 6.78 9.605 15.104 0.025 -0.014 0.034
Si 9.563 6.864 15.076 0.021 -0.021 0.037
Si 6.874 14.995 15.055 0.045 0.067 0.033
Si 9.575 12.267 15.131 -0.021 0.013 0.084
Si 12.299 4.097 14.962 0.038 -0.043 -0.054
Si 15.027 1.351 14.923 0.03 0.04 0.022
Si 12.297 9.574 15.082 -0.019 -0.046 0.012
Si 15.017 6.832 15.107 0.031 0.009 0.086
Si 12.24 15.014 14.991 0.049 -0.061 0.006
Si 15.021 12.305 15.018 -0.076 -0.059 0.001
Si 16.333 16.379 16.312 0.155 0.058 0.013
Si 2.677 2.749 16.336 -0.015 -0.126 0.011
Si 16.375 5.401 16.438 0.038 -0.013 0.176
Si 2.779 8.187 16.508 -0.084 -0.11 0.099
Si 0.01 10.941 16.353 -0.038 0.141 -0.022
Si 2.731 13.619 16.357 0.1 0.015 -0.021
Si 5.529 0.015 16.359 -0.111 -0.003 0.093
Si 8.268 2.76 16.439 0.079 -0.012 0.06
Si 5.523 5.481 16.464 0.026 0.055 0.144
Si 8.171 8.257 16.426 0.023 0.057 0.098
Si 5.427 10.908 16.593 0.034 0.014 0.14
Si 8.172 13.61 16.511 0.082 0 0.092
Si 10.839 16.269 16.418 0.059 0.024 0.112
Si 13.661 2.701 16.265 0.028 0.073 0.084
Si 11.01 5.482 16.356 -0.076 0.023 -0.017
Si 13.619 8.202 16.486 -0.127 0.055 -0.042
Si 11.017 10.959 16.521 -0.033 -0.101 0.055
Si 13.641 13.706 16.353 0.002 -0.019 0.035
Si 1.282 1.346 17.637 0.015 0.112 -0.014
Si 4.036 4.093 17.707 -0.019 0.285 -0.068
Si 1.419 6.72 17.803 0.204 -0.056 -0.073
Si 4.066 9.524 18.038 0.033 0.1 0.198
Si 1.283 12.376 17.753 0.227 -0.07 0.074
Si 4.163 14.976 17.64 0.011 -0.03 -0.033
Si 6.93 1.326 17.767 0.083 -0.164 -0.087
Si 9.689 4.174 17.767 -0.198 0.132 0.122
Si 6.946 6.844 17.891 -0.104 -0.126 0.121
Si 9.582 9.578 17.812 0.074 0.1 -0.164
Si 6.8 12.322 17.983 -0.244 -0.018 -0.063
Si 9.528 14.899 17.972 0.031 -0.052 0.127
Si 12.336 1.257 17.547 0.079 0.022 -0.16
Si 14.897 4.04 17.771 -0.078 -0.132 0.047
Si 12.261 6.789 17.88 0.043 0.102 0.005
Si 15.032 9.624 17.721 -0.042 0.131 0.001
Si 12.384 12.425 17.877 0.053 0.079 -0.034
Si 14.983 15.063 17.735 -0.056 0.143 -0.019
Si 16.199 2.521 19.058 0.106 0.099 0.451
Si 2.724 16.344 18.805 -0.115 0.19 0.045
Si 16.305 8.087 18.933 0.012 -0.105 0.008
Si 2.739 5.316 19.314 -0.447 -0.151 0.05
Si 16.301 13.761 19.155 -0.051 -0.141 0.075
Si 2.482 11.007 19.261 -0.026 -0.061 0.115
Si 5.539 2.802 18.888 -0.174 -0.174 -0.087
Si 8.045 16.244 19.314 0.09 0.064 0.307
Si 5.504 8.009 19.421 0.128 0.048 0.001
Si 8.85 5.976 19.162 0.029 0.014 -0.224
Si 5.314 13.735 19.32 -0.169 -0.066 0.206
Si 8.298 10.972 19.236 0.134 -0.233 0.204
Si 11.033 2.599 18.848 0.139 -0.071 0.034
Si 13.539 16.356 19.07 -0.003 -0.034 0.456
Si 10.51 7.828 19.116 0.04 0.159 0.377
Si 13.523 5.344 19.31 0.242 -0.214 0.206
Si 11.039 13.628 19.473 0.058 0.047 0.45
Si 14.158 11.418 19.071 0.195 0.289 -0.029
Si 0.908 4.052 20.432 -0.102 0.22 -0.41
Si 4.237 1.284 20.006 -0.377 -0.058 0.012
Si 1.078 9.396 20.427 -0.06 0.049 -0.088
Si 4.36 6.315 20.768 -0.106 0.08 0.137
Si 1.49 15.264 20.51 0.631 0.343 -0.319
Si 3.449 12.807 20.531 -0.134 -0.032 -0.357
Si 6.09 4.726 21.227 0.288 0.19 0.457
Si 9.782 1.15 20.148 -0.132 -0.036 0.127
Si 7 9.531 20.595 -0.031 0.089 -0.233
Si 8.284 5.658 21.462 -0.255 -0.111 -0.358
Si 6.185 15.372 20.891 -0.209 0.028 -0.112
Si 9.81 11.994 20.805 -0.117 0.345 -0.306
Si 12.463 3.473 20.499 -0.146 0.162 0.042
Si 14.703 1.264 20.618 0.09 0.179 -0.587
Si 11.337 9.185 21.022 -0.235 -0.511 -0.242
Si 15.274 6.531 20.416 -0.147 0.016 0.276
Si 12.079 15.515 20.786 -0.087 -0.199 -0.35
Si 13.362 10.3 20.875 -0.067 0.127 0.162
Si 2.001 1.724 21.99 0.059 0.062 0.029
Si 1.067 1.768 26.747 -0.05 0.194 -0.065
Si 2.326 7.603 22.554 -0.148 0.231 0.173
Si 13.437 10.828 23.662 0.07 -0.131 0.236
Si 5.497 11.862 24.635 -0.001 0.013 0.322
Si 6.287 14.666 24.072 0.016 0 0.323
Si 8.798 2.094 24.802 -0.18 0.029 0.2
Si 5.971 3.532 24.017 0.06 -0.106 0.32
Si 8.306 8.263 23.176 -0.095 -0.119 0.136
Si 1.905 6.738 27.194 0.074 -0.017 0.09
Si 12.576 0.104 27.28 -0.23 -0.056 0.141
Si 14.086 16.091 23.183 -0.121 0.015 0.068
Si 14.546 1.769 25.565 0.131 0.151 0.224
Si 9.943 3.229 22.254 0.058 -0.067 0.035
Si 14.968 9.096 21.988 0.15 -0.154 0.163
Si 7.16 11.181 27.172 0.136 0.038 0.02
Si 14.299 13.5 25.16 -0.175 -0.046 0.111
Si 2.868 3.007 24.592 0.019 0.121 0.158
Si 0.399 4.316 28.316 -0.083 0.049 -0.005
Si 14.776 4.885 26.043 0.024 0.012 0.137
Si 4.706 10.364 28.522 -0.091 -0.173 -0.006
Si 16.121 13.477 27.757 -0.055 -0.034 0.028
Si 4.327 14.642 28.468 0.163 -0.011 0.053
Si 8.379 4.34 26.74 -0.073 -0.024 0.12
Si 6.928 6.346 25.234 0.047 -0.144 0.3
Si 4.686 7.841 26.583 -0.073 -0.106 0.12
Si 6.479 2.531 27.981 -0.059 0.133 -0.04
Si 5.137 11.017 22.083 0.038 0.039 -0.023
Si 9.534 12.871 26.334 0.003 -0.004 0.258
Si 9.439 4.689 29.634 -0.096 -0.102 -0.036
Si 1.065 5.696 24.476 -0.039 -0.18 0.349
Si 12.503 7.198 26.493 0.084 -0.074 0.148
Si 11.242 8.772 24.02 0.152 0.029 0.13
Si 13.568 14.09 29.13 -0.047 0.141 0.173
Si 12.363 12.421 27.147 -0.17 -0.046 0.022
Si 5.314 13.325 31.016 0.013 0.18 -0.158
Si 0.144 8.982 28.72 -0.022 -0.081 -0.048
Si 1.942 4.06 33.962 -0.145 -0.072 -0.306
Si 13.78 9.817 27.781 -0.024 -0.094 0.184
Si 1.821 11.525 28.931 0.005 -0.099 0.02
Si 6.673 3.606 30.783 0.092 0.068 -0.277
Si 11.879 14.345 31.337 0.049 0.036 -0.191
Si 3.866 9.467 24.058 0.065 0.017 0.383
Si 8.256 9.272 29.044 0.003 -0.091 0.006
Si 5.282 16.248 30.703 0.049 0.107 -0.138
Si 6.089 16.156 26.732 0.067 0.161 0.187
Si 12.556 9.383 30.647 0.063 -0.007 -0.088
Si 1.65 15.675 28.488 0.029 0.071 -0.02
Si 5.686 8.314 30.497 -0.038 -0.094 -0.333
Si 10.812 7.36 29.193 -0.038 -0.077 -0.03
Si 9.277 13.592 23.613 0.169 -0.113 0.064
Si 15.371 8.503 31.487 -0.172 0.032 -0.252
Si 1.801 3.929 30.901 0.142 0.051 -0.444
Si 7.808 0.385 29.015 0.116 -0.082 -0.123
Si 2.4 12.536 31.832 0.152 0.006 -0.255
Si 4.363 5.635 31.024 0.129 -0.206 -0.425
Si 1.618 15.15 33.414 0.041 -0.051 -0.14
Si 6.607 9.387 33.285 -0.033 0.008 -0.04
Si 8.414 1.88 32.785 0.008 0.252 -0.311
Si 9.81 15.701 33.375 0.066 0.023 -0.162
Si 7.957 11.424 31.343 -0.062 0.098 -0.371
Si 3.883 6.378 33.929 0.235 -0.004 -0.299
Si 10.835 0.175 29.731 0.044 0.071 -0.158
Si 10.959 2.729 31.357 -0.152 -0.184 -0.301
Si 12.555 4.143 33.524 0.01 -0.056 -0.025
Si 2.526 0.788 31.199 0.205 0.094 -0.316
Si 10.863 11.586 32.249 0.071 -0.088 -0.341
Si 14.62 6.524 33.549 0.059 0.119 -0.072
Si 10.189 15.672 25.394 -0.041 0.037 0.177
Si 0.879 10.268 33.346 0.034 -0.119 -0.209
O 4.557 1.054 35.153 -0.401 0.058 0.5
O 0.255 15.52 34.266 -0.075 0.204 0.252
O 2.859 2.717 34.109 -0.109 0.275 0.027
O 1.944 0.099 32.56 0.193 -0.137 0.088
O 15.849 6.196 34.55 0.09 0.114 0.231
O 0.704 3.936 35.013 -0.183 0.032 -0.009
O 3.605 7.862 34.494 -0.184 -0.114 -0.271
O 1.476 9.364 34.569 -0.142 0.06 0.351
O 16.168 11.248 33.996 -0.144 0.158 0.014
O 2.05 11.174 32.657 0.053 0.065 -0.154
O 4.102 12.446 34.981 -0.113 0.102 0.576
O 2.756 14.747 34.519 0.043 0.085 0.076
O 8.898 14.487 34.046 -0.378 -0.042 0.108
O 9.239 0.085 29.617 -0.269 -0.062 0.394
O 6.645 15.453 35.116 0.382 -0.079 0.008
O 8.186 2.012 34.38 0.127 -0.01 0.296
O 5.349 5.883 34.4 -0.041 0.233 -0.1
O 6.913 4.064 35.197 -0.004 0.201 0.214
O 7.481 8.427 34.268 0.092 0.083 0.081
O 7.639 10.388 32.538 0.015 0.028 0.229
O 5.883 8.485 32.115 0.067 -0.26 0.2
O 5.576 10.319 34.153 -0.248 0.253 -0.069
O 11.329 1.192 30.917 0.135 0.061 0.212
O 8.81 0.299 32.523 -0.144 -0.225 0.286
O 10.552 0.205 34.529 0.071 -0.036 0.073
O 12.531 14.87 35.236 0.01 0.036 0.627
O 15.074 1.205 35.05 0.021 0.059 0.326
O 13.109 2.944 34.474 -0.136 -0.057 -0.11
O 9.509 6.78 34.922 -0.122 -0.149 0.399
O 11.299 4.919 34.232 -0.194 0.094 -0.126
O 13.758 7.726 34.221 -0.067 -0.034 0.012
O 12.281 9.615 35.039 0.167 -0.092 0.132
O 11.85 12.778 31.746 0.326 0.079 0.15
O 10.811 11.397 33.876 -0.037 -0.155 0.512
O 14.572 12.78 35.146 0.367 -0.244 0.485
O 11.133 15.003 30.027 -0.107 -0.042 -0.067
O 1.037 3.047 21.766 -0.148 0.023 0.111
O 16.256 5.271 20.889 0.089 0.117 -0.112
O 5.238 0.314 20.868 0.094 -0.036 -0.218
O 3.287 2.114 21.063 0.111 0.19 0.077
O 2.02 8.194 21.065 0.423 -0.094 0.026
O 0.052 9.785 21.688 0.035 0.146 -0.091
O 6.408 3.865 19.843 0.067 -0.079 0.066
O 3.721 6.775 22.279 0.332 -0.3 -0.338
O 2.514 14.081 21.105 -0.126 -0.118 -0.047
O 1.44 0.215 21.578 -0.088 -0.319 -0.11
O 5.861 10.788 20.66 -0.067 -0.105 0.431
O 3.876 12.034 21.924 0.072 -0.009 0.092
O 5.815 3.567 22.398 -0.135 0.292 -0.446
O 6.245 5.099 24.426 -0.114 0.269 0.131
O 10.855 0.212 21.027 -0.283 -0.038 -0.37
O 9.16 2.3 21.166 -0.305 -0.024 0.185
O 4.074 10.982 24.72 0.064 0.071 -0.149
O 3.489 7.052 27.352 0.139 0.035 0.08
O 9.058 4.572 22.422 -0.078 0.168 0.251
O 8.736 7.091 22.123 -0.033 0.041 0.005
O 7.797 14.124 23.95 -0.122 -0.119 -0.273
O 5.91 15.023 22.526 -0.066 0.157 -0.693
O 11.668 16.134 25.947 0.175 0.108 -0.191
O 9.404 12.973 22.112 -0.078 0.002 -0.275
O 11.459 3.674 21.821 -0.179 0.07 -0.128
O 13.656 2.478 21.106 0.266 0.032 -0.08
O 15.048 0.279 21.953 0.207 0.131 -0.107
O 16.164 1.49 25.784 -0.118 -0.191 -0.287
O 11.595 8.346 22.461 0.114 0.193 -0.333
O 10.366 10.525 21.362 -0.027 -0.303 0.093
O 14.961 7.444 21.801 -0.207 -0.083 -0.022
O 14.48 14.784 24.138 0.05 0.124 -0.218
O 12.79 15.541 22.309 0.039 -0.109 0.041
O 13.049 11.383 22.163 0.25 -0.315 -0.18
O 15.266 12.551 19.755 -0.228 -0.292 -0.245
O 2.32 2.509 26.031 -0.06 -0.209 0.071
O 1.736 0.435 27.364 -0.142 -0.151 -0.175
O 4.506 3.133 24.652 0.108 0.104 -0.236
O 2.447 1.814 23.554 0.065 -0.445 -0.156
O 2.41 8.903 23.587 -0.331 -0.339 -0.297
O 1.611 6.722 25.611 0.148 0.335 -0.438
O 14.218 12.078 24.361 -0.085 -0.299 -0.043
O 15.558 13.507 26.215 -0.041 -0.141 -0.099
O 0.865 12.315 27.869 -0.125 -0.17 0.031
O 7.538 9.331 22.184 -0.151 -0.151 -0.501
O 9.528 12.436 24.749 0.093 -0.006 -0.183
O 6.174 11.659 23.16 -0.106 -0.063 -0.172
O 9.13 0.547 25.298 0.003 -0.063 0.168
O 7.269 7.606 24.265 -0.127 0.164 0.009
O 5.982 6.864 26.467 0.002 -0.22 0.106
O 1.625 5.254 27.791 0.097 -0.045 0.024
O 8.293 5.724 25.884 -0.014 0.029 -0.429
O 7.214 2.474 24.396 -0.133 -0.012 -0.287
O 6.504 11.155 25.69 -0.153 0.106 -0.278
O 1.173 6.576 23.106 0.166 0.184 -0.096
O 13.441 15.372 28.102 -0.002 0.009 -0.051
O 5.337 13.487 24.757 -0.066 0.103 -0.123
O 11.507 0.712 28.354 0.103 -0.095 -0.093
O 13.68 1.2 26.825 -0.143 -0.071 0.051
O 14.03 0.987 24.218 -0.266 -0.129 -0.379
O 14.276 3.395 25.56 -0.135 0.002 0.049
O 9.694 8.532 28.955 -0.026 0.204 -0.242
O 9.891 2.381 23.637 0.452 0.191 0.023
O 12.067 10.178 24.358 -0.214 -0.05 0.052
O 11.684 7.639 25.134 0.033 -0.103 -0.074
O 8.214 12.425 27.185 -0.168 0.027 -0.098
O 5.963 11.38 28.265 0.036 -0.077 -0.073
O 12.889 13.515 26.029 0.172 -0.08 -0.002
O 14.514 9.563 23.519 0.078 0.02 -0.245
O 7.354 15.835 27.759 -0.104 -0.205 0.05
O 2.086 4.421 24.295 -0.078 0.145 -0.335
O 0.516 4.339 29.955 -0.046 0.186 0.264
O 0.581 2.746 27.951 0.171 -0.216 0.356
O 15.427 4.844 27.573 0.026 0.144 0.117
O 0.958 7.871 27.866 -0.243 -0.103 0.202
O 15.935 5.296 24.933 0.117 0.032 -0.244
O 4.923 9.194 27.424 0.23 0.196 0.025
O 3.315 11.191 28.338 0.243 0.133 -0.364
O 1.904 12.41 30.286 -0.179 0.019 0.005
O 13.311 11.114 26.93 0.302 -0.059 -0.417
O 4.923 13.46 29.42 0.011 -0.087 -0.126
O 4.711 9.541 22.653 -0.121 0.121 -0.133
O 7.997 4.473 30.36 0.004 -0.093 -0.011
O 7.93 1.9 28.408 0.213 -0.254 0.044
O 6.825 3.844 27.069 0.024 -0.014 0.297
O 13.405 8.45 26.998 0.227 0.182 0.035
O 4.38 8.305 25.064 -0.266 -0.127 -0.264
O 3.752 6.365 32.326 -0.121 0.209 0.353
O 6.295 15.963 25.112 0.142 -0.012 -0.169
O 5.583 4.625 31.433 -0.193 -0.027 0.061
O 4.551 16.031 29.267 -0.198 0.166 0.151
O 5.027 14.947 27.041 0.058 -0.072 -0.198
O 9.166 3.133 25.999 0.06 0.013 0.088
O 10.265 14.892 23.931 -0.075 -0.245 -0.23
O 10.796 12.059 26.954 -0.024 -0.143 -0.088
O 10.086 6.134 29.984 -0.036 0.281 0.307
O 13.503 5.929 26.121 -0.158 -0.1 -0.03
O 11.478 6.878 27.757 -0.15 -0.015 0.011
O 7.914 9.765 27.514 0.138 -0.166 0.008
O 13.027 10.018 29.215 -0.024 -0.046 -0.06
O 13.911 9.247 31.551 0.139 -0.139 0.412
O 9.591 8.886 23.994 -0.394 0.069 0.246
O 9.657 14.51 26.449 -0.094 0.191 0.301
O 0.232 14.95 28.233 0.145 0.05 0.029
O 12.414 13.021 28.661 -0.136 -0.105 0.112
O 4.182 0.823 31.414 0.022 0.168 -0.104
O 6.767 0.357 30.275 -0.204 -0.159 -0.001
O 15.409 9.782 27.874 -0.101 0.154 -0.084
O 15.811 8.219 29.947 -0.123 -0.294 0.094
O 1.44 4.314 32.438 0.062 0.099 0.519
O 2.749 5.369 34.516 -0.165 0.043 0.102
O 1.187 10.073 29.298 0.234 0.167 -0.038
O 1.585 13.835 32.423 -0.085 0.086 0.207
O 3.13 4.764 30.366 0.122 0.156 -0.106
O 4.046 12.674 31.82 -0.144 -0.239 0.281
O 9.24 4.681 28.041 -0.07 0.285 0.04
O 7.155 2.486 31.893 0.183 -0.335 0.369
O 11.108 15.104 32.56 -0.251 0.291 -0.024
O 9.724 2.767 32.408 0.037 0.033 0.123
O 4.937 6.891 30.127 0.133 0.155 0.068
O 2.741 14.485 28.205 -0.028 -0.059 0.183
O 5.87 3.011 29.44 0.092 -0.239 0.13
O 8.254 10.634 29.947 0.089 0.127 0.066
O 5.501 14.866 31.558 -0.235 0.013 0.272
O 6.707 12.486 31.188 0.067 -0.11 0.213
O 5.686 1.345 27.124 0.047 -0.002 -0.213
O 9.383 12.094 31.744 0.09 0.265 0.205
O 13.739 5.209 33.259 0.275 -0.03 -0.307
O 12.197 3.48 32.075 0.303 0.335 0.394
O 1.883 16.29 29.98 -0.072 0.147 0.256
O 14.933 13.227 28.85 0.182 0.21 0.048
O 4.809 9.621 29.984 -0.198 0.231 0.256
O 7.115 8.278 29.68 -0.107 -0.034 -0.052
O 11.923 7.923 30.257 0.169 0.117 0.055
O 15.242 7.029 32.141 -0.087 -0.29 0.049
O 13.441 14.492 30.741 -0.112 -0.035 -0.091
O 10.505 3.521 30.011 0.121 -0.257 -0.245
O 11.431 10.248 31.466 0.078 0.021 0.389
O 0.134 9.358 32.224 0.24 0.155 0.069
O 2.067 2.318 30.891 -0.21 -0.18 -0.169
Si 0.018 16.394 5.562 0.018 0.018 -0.005
Si 2.731 2.746 5.508 0.023 -0.011 -0.046
Si 16.397 5.489 5.4 0.04 -0.029 -0.076
Si 2.725 8.209 5.395 -0.031 0.003 -0.065
Si 16.382 10.935 5.461 -0.017 -0.003 -0.026
Si 2.778 13.648 5.511 0.008 0.066 -0.019
Si 5.479 16.373 5.51 -0.043 -0.001 0.017
Si 8.23 2.743 5.538 0.018 0.048 0.009
Si 5.461 5.521 5.479 0.057 0.019 0.007
Si 8.165 8.246 5.424 0.031 -0.058 -0.065
Si 5.467 10.913 5.433 -0.059 -0.034 -0.044
Si 8.201 13.63 5.524 -0.031 0.018 0.006
Si 10.958 16.394 5.535 0.021 0.031 0
Si 13.688 2.762 5.489 0.069 0.041 0
Si 10.938 5.481 5.488 0.002 0.008 -0.029
Si 13.665 8.184 5.451 -0.06 -0.008 -0.064
Si 10.902 10.908 5.478 -0.026 -0.076 -0.016
Si 13.661 13.644 5.504 -0.003 -0.022 0.025
Si 1.381 1.38 6.891 -0.026 0.012 0.023
Si 4.11 4.126 6.845 -0.024 -0.028 -0.013
Si 1.366 6.845 6.788 -0.002 -0.004 -0.037
Si 4.093 9.55 6.803 0.057 -0.019 -0.021
Si 1.372 12.279 6.837 0.014 -0.027 0.01
Si 4.118 15.018 6.886 0.016 0 0.007
Si 6.842 1.359 6.865 0.023 -0.014 -0.021
Si 9.582 4.127 6.879 -0.05 -0.01 0.016
Si 6.831 6.879 6.835 -0.076 0.005 0.007
Si 9.543 9.551 6.84 0.035 0.032 0.027
Si 6.81 12.267 6.851 -0.018 0.082 -0.005
Si 9.57 15.016 6.873 0.018 -0.005 -0.016
Si 12.332 1.378 6.869 0.023 -0.075 -0.026
Si 15.055 4.14 6.835 -0.072 0.001 -0.034
Si 12.312 6.836 6.845 0.04 -0.039 0.016
Si 15.024 9.556 6.822 0.006 0.019 0.011
Si 12.281 12.271 6.847 0.035 0.033 -0.006
Si 15.03 15.014 6.879 -0.03 0.035 -0.007
Si 0.002 2.76 8.22 0.005 -0.039 -0.005
Si 2.749 16.398 8.239 0.018 0.039 0.003
Si 0.004 8.199 8.181 -0.009 -0.002 0.001
Si 2.726 5.488 8.191 0.012 -0.028 -0.004
Si 0.009 13.639 8.221 0.006 0.014 -0.004
Si 2.74 10.911 8.199 -0.02 0.015 -0.006
Si 5.473 2.745 8.213 0.016 0.009 -0.001
Si 8.198 16.388 8.229 -0.037 -0.018 0.003
Si 5.453 8.212 8.208 -0.003 -0.005 0.003
Si 8.193 5.5 8.214 0.045 -0.014 0.006
Si 5.471 13.64 8.237 -0.025 0.001 0.012
Si 8.187 10.915 8.215 -0.006 -0.019 0.002
Si 10.945 2.742 8.227 0.011 0.022 0
Si 13.676 16.396 8.236 0.007 0.019 0.009
Si 10.926 8.192 8.206 -0.013 -0.031 -0.005
Si 13.68 5.482 8.216 0.019 0.004 0.01
Si 10.933 13.643 8.224 0.03 0.055 -0.004
Si 13.659 10.91 8.206 -0.028 -0.017 -0.004
Si 1.38 4.12 9.578 -0.01 0.01 -0.005
Si 4.119 1.371 9.593 -0.017 -0.01 0.005
Si 1.368 9.551 9.566 0.012 -0.009 -0.008
Si 4.094 6.838 9.574 -0.006 -0.015 0.003
Si 1.376 15.014 9.586 -0.023 0.007 -0.001
Si 4.1 12.272 9.588 0.013 0.041 -0.008
Si 6.833 4.119 9.58 -0.018 -0.026 0
Si 9.565 1.365 9.58 0.001 -0.014 0.002
Si 6.824 9.559 9.587 -0.011 0.02 0.002
Si 9.565 6.843 9.594 -0.002 -0.009 0.004
Si 6.833 15.017 9.594 0.013 0.001 0.004
Si 9.555 12.281 9.581 0.007 0.013 0.004
Si 12.307 4.118 9.583 0.021 -0.033 -0.008
Si 15.043 1.376 9.581 0.001 0.002 -0.001
Si 12.291 9.554 9.579 0.008 0.012 -0.005
Si 15.048 6.848 9.574 -0.014 -0.009 0.003
Si 12.298 15.016 9.579 -0.005 0.01 0.006
Si 15.034 12.269 9.579 -0.003 0.003 0

Results
total energy: -115453.568 eV
total energy less fixed offsets of O -438.35, Si -107.03 eV per atom: 12.772 eV
